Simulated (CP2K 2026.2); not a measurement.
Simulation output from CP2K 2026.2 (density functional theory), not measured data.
Periodic cell of 576 atoms, Si324O252, from a study of silicon, its oxide and their interface. The atomic structure is a simulated model.
Doubt: the forces sum to 3.74 eV/angstrom along one axis rather than to zero, so they err by at least 0.0065 eV/angstrom per atom on average; the grid cutoff is modest.

Settings
functional: PBE
method: Gaussian and plane waves
basis set: DZVP-MOLOPT-SR-GTH
pseudopotentials: GTH-PBE
grid cutoff: 350 Ry, relative cutoff 50 Ry
k points: Gamma only
occupations: fixed
spin: none
net charge: 0

Cell vectors (angstrom)
a	16.3356	0	0
b	0	16.3356	0
c	-1.3716	2.3436	36.9419

Atoms: element, x, y, z (angstrom)
Si	-0.195	17.43	36.92
Si	3.707	1.593	0.152
Si	0.253	6.262	36.903
Si	2.512	9.228	36.625
Si	0.309	11.549	36.716
Si	2.971	14.429	36.93
Si	7.024	14.844	0.216
Si	9.316	1.419	0.569
Si	7.188	3.694	0.422
Si	9.54	6.441	0.131
Si	6.556	9.872	0.131
Si	7.809	14.916	36.937
Si	12.493	14.731	0.147
Si	15.314	1.028	0.012
Si	11.901	4.373	0.243
Si	14.676	6.95	0.016
Si	11.058	11.499	36.91
Si	14.705	12.477	0.017
Si	2.619	16.313	1.41
Si	5.388	2.641	1.459
Si	2.803	5.445	1.259
Si	5.418	8.092	1.155
Si	2.74	10.822	1.188
Si	5.421	13.629	1.401
Si	8.079	16.252	1.747
Si	10.925	2.724	1.595
Si	8.182	5.363	1.655
Si	10.774	8.123	1.283
Si	8.129	10.996	1.415
Si	10.851	13.576	1.353
Si	13.674	16.335	1.368
Si	0.019	2.73	1.271
Si	13.551	5.476	1.445
Si	0.022	8.157	1.158
Si	13.571	10.813	1.25
Si	0.012	13.545	1.313
Si	1.301	1.381	2.751
Si	4.098	4.123	2.733
Si	1.363	6.792	2.583
Si	4.076	9.456	2.603
Si	1.389	12.169	2.614
Si	4.041	14.981	2.73
Si	6.671	1.316	2.933
Si	9.556	4.036	2.981
Si	6.734	6.841	2.706
Si	9.502	9.55	2.669
Si	6.782	12.304	2.808
Si	9.586	14.899	2.869
Si	12.347	1.337	2.796
Si	14.97	4.057	2.67
Si	12.164	6.839	2.756
Si	15.02	9.52	2.6
Si	12.212	12.164	2.669
Si	15.013	14.936	2.717
Si	-0.016	16.324	4.107
Si	2.703	2.747	4.073
Si	0.011	5.443	3.999
Si	2.698	8.148	4.001
Si	0.015	10.861	4.011
Si	2.698	13.562	4.029
Si	5.338	16.279	4.214
Si	8.115	2.679	4.219
Si	5.426	5.478	4.107
Si	8.135	8.195	4.043
Si	5.412	10.843	4.037
Si	8.169	13.589	4.196
Si	10.949	16.317	4.143
Si	13.67	2.728	4.122
Si	10.91	5.472	4.206
Si	13.627	8.189	4.016
Si	10.875	10.85	4.077
Si	13.601	13.564	4.02
Si	1.385	14.986	10.936
Si	4.062	1.372	10.904
Si	1.391	4.116	10.906
Si	4.124	6.846	10.887
Si	1.365	9.532	10.853
Si	4.041	12.247	10.859
Si	6.855	15.051	10.847
Si	9.535	1.381	10.885
Si	6.781	4.101	10.912
Si	9.527	6.836	10.897
Si	6.811	9.528	10.933
Si	9.556	12.234	10.87
Si	12.245	14.931	10.833
Si	15.004	1.39	10.868
Si	12.245	4.087	10.93
Si	14.946	6.789	10.874
Si	12.287	9.547	10.88
Si	15.049	12.299	10.837
Si	2.715	16.378	12.316
Si	5.407	2.724	12.268
Si	2.777	5.502	12.239
Si	5.447	8.184	12.319
Si	2.688	10.885	12.254
Si	5.425	13.697	12.085
Si	8.228	16.365	12.287
Si	10.858	2.73	12.287
Si	8.143	5.487	12.252
Si	10.905	8.206	12.247
Si	8.217	10.888	12.249
Si	10.899	13.587	12.239
Si	13.624	16.301	12.12
Si	0.03	2.752	12.253
Si	13.594	5.461	12.289
Si	0.003	8.143	12.176
Si	13.699	10.952	12.157
Si	0.049	13.606	12.297
Si	1.385	1.437	13.702
Si	4.103	4.152	13.642
Si	1.391	6.854	13.567
Si	4.037	9.528	13.647
Si	1.361	12.218	13.706
Si	4.131	14.989	13.572
Si	6.81	1.392	13.613
Si	9.469	4.116	13.635
Si	6.849	6.87	13.693
Si	9.616	9.605	13.67
Si	6.785	12.34	13.381
Si	9.562	14.926	13.658
Si	12.243	1.252	13.491
Si	14.989	4.107	13.615
Si	12.211	6.815	13.648
Si	15.022	9.557	13.481
Si	12.379	12.296	13.547
Si	15.009	15.042	13.542
Si	-0.286	16.641	14.912
Si	2.498	3.098	14.992
Si	0.263	5.298	14.882
Si	2.447	8.396	15.006
Si	0.181	10.575	14.974
Si	3.068	13.363	14.872
Si	5.728	16.093	14.902
Si	7.845	3.032	14.951
Si	5.66	5.301	14.992
Si	8.491	8.019	14.983
Si	5.281	11.198	14.7
Si	7.867	13.78	14.854
Si	11.229	16.013	14.928
Si	13.79	2.428	14.738
Si	10.577	5.692	14.969
Si	13.438	8.469	14.778
Si	11.305	10.746	14.902
Si	13.523	13.866	14.887
Si	6.585	10.827	25.067
Si	12.613	5.263	29.437
Si	11.425	11.224	25.757
Si	4.416	7.248	17.095
Si	-0.595	4.804	20.992
Si	2.759	2.186	17.927
Si	8.121	15.627	27.321
Si	15.329	12.435	17.099
Si	5.163	3.571	27.689
Si	10.243	9.129	19.62
Si	14.13	6.843	19.849
Si	2.102	3.318	20.514
Si	11.205	6.236	20.431
Si	5.364	17.003	17.87
Si	10.424	10.975	21.961
Si	14.044	9.473	21.34
Si	13.467	12.054	19.592
Si	10.142	3.765	28.987
Si	3.802	10.768	24.346
Si	6.614	8.961	27.35
Si	8.714	10.976	27.067
Si	8.117	2.032	17.865
Si	1.158	12.402	23.993
Si	7.375	11.462	22.225
Si	4.949	7.452	20.088
Si	12.546	4.332	16.73
Si	14.604	16.928	19.82
Si	3.549	12.742	19.994
Si	14.743	9.313	32.095
Si	10.132	16.109	17.757
Si	10.844	11.313	17.896
Si	1.841	13.783	17.66
Si	11.709	14.011	24.631
Si	6.648	9.524	16.895
Si	14.329	7.737	29.48
Si	0.345	5.76	30.253
Si	1.972	16.578	31.656
Si	-0.328	4.957	23.933
Si	14.656	6.555	16.751
Si	9.175	13.415	28.989
Si	0.805	2.352	24.468
Si	7.158	9.603	19.798
Si	14.615	3.239	25.757
Si	4.585	16.428	23.307
Si	6.582	14.628	29.498
Si	0.575	9.846	22.539
Si	3.391	9.919	21.374
Si	4.484	2.98	22.512
Si	12.904	11.873	32.385
Si	6.637	16.004	32.052
Si	7.959	2.315	27.422
Si	9.521	2.451	35.185
Si	8.669	13.318	17.738
Si	14.749	7.538	34.721
Si	3.131	7.279	30.9
Si	0.841	11.15	31.644
Si	7.954	13.976	33.917
Si	3.183	12.084	32.994
Si	3.537	7.917	25.782
Si	12.982	16.161	31.724
Si	6.493	5.152	21.544
Si	0.595	16.332	17.844
Si	11.231	2.493	21.562
Si	0.627	17.217	21.653
Si	0.722	7.703	24.838
Si	8.97	2.53	24.683
Si	11.788	16.044	20.356
Si	4.83	4.696	30.431
Si	6.047	6.271	26.261
Si	7.914	4.737	31.04
Si	6.961	14.569	22.43
Si	0.572	12.921	34.018
Si	6.242	14.378	19.478
Si	14.148	4.594	34.203
Si	15.227	3.596	28.863
Si	12.08	13.579	30.053
Si	13.116	14.314	34.049
Si	8.092	5.382	24.017
Si	7.834	6.475	33.289
Si	10.637	12.704	34.084
Si	12.196	13.576	21.76
Si	0.192	3.824	32.661
Si	6.742	9.018	34.22
Si	-0.682	17.691	30.931
Si	11.904	4.565	32.312
Si	3.718	2.133	25.266
Si	2.168	14.669	22.181
Si	1.427	10.946	28.624
Si	11.006	6.256	23.643
Si	-0.548	9.174	27.266
Si	4.191	14.538	31.257
Si	10.716	18.312	31.217
Si	-0.406	12.063	26.594
Si	1.232	15.739	34.639
Si	11.921	9.199	23.724
Si	11.777	3.412	24.526
Si	9.069	15.79	24.34
Si	3.812	9.192	28.521
Si	3.124	2.879	32.36
Si	13.435	3.291	19.503
Si	8.115	18.383	32.484
Si	5.988	11.717	34.194
Si	9.081	4.064	20.083
Si	13.119	13.205	27.14
Si	4.263	2.745	35.068
Si	5.204	5.653	34.594
Si	3.714	7.89	33.902
Si	10.354	5.356	34.6
Si	1.368	14.949	5.418
Si	4.015	1.381	5.489
Si	1.343	4.103	5.426
Si	4.041	6.822	5.433
Si	1.366	9.513	5.394
Si	4.069	12.222	5.406
Si	6.785	14.957	5.517
Si	9.54	1.324	5.5
Si	6.781	4.122	5.49
Si	9.492	6.845	5.458
Si	6.79	9.534	5.432
Si	9.535	12.2	5.486
Si	12.299	14.932	5.458
Si	14.993	1.354	5.482
Si	12.296	4.087	5.489
Si	14.982	6.806	5.378
Si	12.268	9.516	5.42
Si	14.983	12.225	5.379
Si	2.692	16.321	6.825
Si	5.41	2.749	6.816
Si	2.699	5.456	6.803
Si	5.431	8.168	6.787
Si	2.718	10.879	6.777
Si	5.42	13.57	6.824
Si	8.159	16.325	6.853
Si	10.9	2.725	6.828
Si	8.162	5.471	6.833
Si	10.887	8.179	6.803
Si	8.152	10.867	6.832
Si	10.912	13.59	6.808
Si	13.627	16.329	6.822
Si	0.013	2.729	6.819
Si	13.653	5.466	6.81
Si	0.005	8.158	6.764
Si	13.631	10.877	6.766
Si	-0.011	13.6	6.762
Si	1.36	1.36	8.189
Si	4.062	4.106	8.178
Si	1.353	6.819	8.168
Si	4.091	9.536	8.152
Si	1.359	12.257	8.124
Si	4.082	14.973	8.174
Si	6.794	1.402	8.165
Si	9.534	4.101	8.184
Si	6.792	6.823	8.173
Si	9.529	9.524	8.184
Si	6.799	12.239	8.194
Si	9.544	14.956	8.169
Si	12.263	1.361	8.181
Si	14.99	4.096	8.177
Si	12.253	6.809	8.16
Si	14.986	9.522	8.135
Si	12.285	12.227	8.145
Si	15.002	14.976	8.157
Si	0.015	16.328	9.547
Si	2.717	2.736	9.539
Si	0.009	5.448	9.54
Si	2.74	8.18	9.514
Si	0.022	10.891	9.483
Si	2.697	13.622	9.516
Si	5.443	16.375	9.517
Si	8.155	2.746	9.544
Si	5.441	5.458	9.53
Si	8.152	8.174	9.541
Si	5.441	10.878	9.552
Si	8.182	13.611	9.531
Si	10.891	16.337	9.525
Si	13.615	2.744	9.539
Si	10.897	5.459	9.551
Si	13.618	8.174	9.508
Si	10.917	10.886	9.513
Si	13.638	13.604	9.487
O	13.868	14.347	35.481
O	14.909	1.402	15.353
O	11.252	14.693	21.062
O	8.845	5.886	34.4
O	14.883	3.323	27.326
O	12.362	9.569	15.323
O	15.681	11.068	16.296
O	12.86	2.962	15.963
O	5.159	16.717	16.291
O	6.834	14.962	15.341
O	4.769	17.718	22.32
O	6.744	4.153	15.442
O	0.394	13.179	17.325
O	7.958	8.748	16.349
O	4.185	12.247	15.308
O	12.673	12.277	30.826
O	5.152	15.386	32.265
O	12.365	14.915	15.387
O	6.371	9.397	25.798
O	12.601	14.083	23.26
O	13.618	5.433	16.251
O	8.718	18.195	33.947
O	4.114	13.328	36.492
O	10.374	12.029	35.528
O	13.973	6.189	34.33
O	3.807	6.264	34.071
O	8.427	2.38	16.321
O	0.17	4.594	29.109
O	14.289	16.877	31.136
O	2.683	18.01	31.384
O	11.318	16.197	18.832
O	5.103	17.962	35.84
O	3.598	9.389	25.138
O	7.24	9.062	35.763
O	13.118	6.745	29.054
O	1.074	11.522	30.092
O	6.22	10.714	15.926
O	6.771	12.947	22.49
O	2.535	11.741	24.541
O	6.014	11.64	35.799
O	9.513	12.101	18.385
O	2.889	3.088	35.826
O	0.27	14.501	34.191
O	9.226	13.112	33.421
O	0.932	3.941	24.114
O	7.219	5.914	22.77
O	6.594	13.122	33.718
O	14.03	8.588	30.828
O	6.88	14.946	20.86
O	4.473	11.485	33.712
O	1.814	9.618	21.538
O	2.436	15.197	35.586
O	-0.625	4.176	34.022
O	12.235	15.982	36.624
O	5.829	15.4	23.241
O	0.099	12.618	25.178
O	1.638	15.217	18.373
O	8.239	14.345	35.469
O	8.306	2.571	0.035
O	1.795	3.682	32.857
O	-1.314	18.552	36.525
O	11.419	12.211	22.045
O	12.707	13.767	28.584
O	1.343	4.187	15.386
O	4.365	17.035	24.808
O	10.46	13.463	29.963
O	1.325	1.431	17.874
O	1.389	10.38	36.314
O	0.789	9.02	23.912
O	5.35	6.106	20.899
O	7.632	11.635	26.02
O	11.673	2.69	23.09
O	6.374	5.826	33.512
O	3.288	3.527	21.578
O	8.429	2.813	36.294
O	5.456	4.993	27.014
O	-0.405	2.425	32.113
O	-0.768	9.379	21.822
O	12.703	4.038	18.289
O	8.322	17.14	27.856
O	-0.088	5.056	31.645
O	1.091	15.675	21.507
O	5	5.922	16.361
O	10.657	16.634	16.324
O	11.195	5.636	33.27
O	-0.782	2.172	29.542
O	6.663	7.343	27.329
O	13.096	9.287	22.628
O	9.771	3.121	21.222
O	3.134	2.676	16.434
O	10.856	2.476	29.683
O	14.949	4.687	25.116
O	-0.265	7.071	35.56
O	7.746	8.07	33.405
O	-0.147	12.139	35.249
O	1.435	13.839	23.346
O	3.034	7.683	16.363
O	12.779	5.985	20.125
O	8.717	3.213	18.77
O	13.353	13.278	20.659
O	3.004	10.607	28.425
O	13.457	3.939	35.505
O	1.336	5.093	36.485
O	11.209	17.26	21.234
O	5.201	8.555	33.973
O	9.198	3.28	27.788
O	13.773	10.826	20.562
O	11.117	6.083	35.811
O	3.965	1.236	18.437
O	11.663	7.655	24.106
O	9.387	7.77	36.669
O	11.066	12.513	24.812
O	8.678	9.126	19.947
O	4.023	10.389	22.789
O	12.126	11.89	18.694
O	8.271	12.967	16.209
O	9.648	14.589	17.661
O	-0.667	6.918	29.819
O	6.702	15.087	27.939
O	9.532	6.849	15.476
O	10.42	2.957	25.29
O	8.204	15.579	25.708
O	-0.128	9.868	31.674
O	14.562	8.659	28.175
O	13.771	8.342	20.242
O	1.788	6.459	30.465
O	1.811	16.365	33.263
O	2.194	12.741	34.102
O	14.276	13.286	16.215
O	9.116	4.494	30.003
O	11.013	6.172	22.03
O	0.404	16.83	35.511
O	5.125	11.521	24.918
O	2.322	10.908	32.276
O	9.2	17.797	31.431
O	15.436	17.372	21.141
O	1.304	9.481	15.477
O	5.406	9.468	28.318
O	11.103	4.931	16.331
O	15.404	6.357	20.72
O	2.099	1.978	25.366
O	11.529	14.045	34.287
O	14.598	6.717	18.329
O	-0.643	2.157	25.185
O	12.305	10.078	25.023
O	0.529	16.614	30.927
O	5.709	15.632	18.629
O	10.525	17.647	35.691
O	4.38	3.931	29.064
O	7.736	15.274	32.989
O	14.814	3.974	19.977
O	5.476	6.603	35.881
O	-0.942	10.531	26.472
O	5.074	14.187	29.921
O	6.332	8.231	19.85
O	13.762	10.523	32.519
O	14.25	7.959	16.096
O	7.685	4.737	20.535
O	0.206	15.975	16.314
O	10.97	3.262	32.163
O	7.868	3.599	32.184
O	0.06	6.51	23.981
O	13.848	8.504	35.644
O	11.755	17.186	31.634
O	6.721	17.58	32.378
O	0.16	12.338	32.547
O	13.872	4.248	29.465
O	14.692	12.203	18.558
O	3.298	15.594	22.843
O	4.284	2.641	26.69
O	9.124	17.393	23.989
O	0.957	4.434	20.762
O	10.566	9.91	23.172
O	9.473	6.201	24.137
O	15.611	16.246	18.768
O	7.837	2.371	25.818
O	4.332	6.22	30.644
O	3.68	13.163	31.908
O	2.872	15.426	30.967
O	4.241	7.011	18.689
O	6.732	10.662	20.957
O	13.685	13.074	33.166
O	5.122	4.1	34.959
O	10.839	7.668	19.809
O	14.72	12.998	27.104
O	2.887	8.575	35.145
O	11.823	5.021	24.303
O	12.53	14.87	30.889
O	6.988	15.851	30.479
O	3.634	11.163	20.362
O	7.377	13.591	18.65
O	8.273	6.122	31.783
O	6.739	16.105	36.599
O	4.828	6.992	25.458
O	10.05	10.542	26.267
O	6.549	2.795	28.043
O	4.186	3.852	31.646
O	7.174	10.606	23.581
O	10.548	15.146	24.556
O	0.869	12.067	27.597
O	3.388	8.125	27.378
O	12.059	5.341	30.933
O	1.539	1.815	20.708
O	-0.232	6.068	16.244
O	15.324	4.539	22.528
O	7.734	13.495	29.748
O	13.406	15.993	20.348
O	12.188	10.39	36.46
O	3.88	2.208	33.612
O	6.889	10.512	33.629
O	11.361	4.746	28.52
O	10.968	11.517	16.3
O	6.923	10.218	18.326
O	0.657	9.547	28.295
O	8.886	17.002	18.242
O	13.337	4.105	32.894
O	5.799	3.809	22.111
O	10.199	5.184	19.733
O	8.005	9.687	27.772
O	9.274	14.672	27.954
O	6.535	1.772	18.1
O	2.697	12.827	18.625
O	12.344	11.789	26.959
O	3.421	8.541	29.936
O	2.792	13.605	21.139
O	3.072	7.944	32.397
O	8.439	3.794	23.798
O	2.615	14.043	16.272
O	13.291	15.705	33.248
O	12.369	3.225	20.696
O	9.182	12.031	28.172
O	10.364	3.774	34.873
O	-0.107	8.046	26.189
O	4.101	3.194	24.082
O	4.012	8.508	20.881
O	0.793	17.736	23.168
O	6.448	4.761	30.375
O	8.945	11.579	21.907
O	5.447	8.465	16.924
O	2.623	3.41	18.983
O	13.075	2.91	25.363
O	8.365	15.001	23.112
O	7.231	5.709	25.332
O	10.618	9.726	18.167
O	10.894	10.162	20.66
O	0.499	11.42	22.894
O	5.03	13.354	19.793
O	15.037	8.327	33.342
O	11.455	11.701	33.106
O	13.888	1.817	19.048
O	12.659	14.213	25.94
O	2.207	7.199	25.224

Results
total energy: -145138.948 eV
total energy less fixed offsets of O -438.35, Si -107.03 eV per atom: 2.972 eV

Forces (eV/angstrom) on atoms 219 to 565 of the 576, counted in the order above; the others are left out for length: element, x, y, z
Si	0.044	0.125	0.006
Si	-0.045	-0.033	-0.111
Si	-0.066	-0.016	-0.052
Si	0	-0.166	0.041
Si	0.056	-0.081	-0.017
Si	0.08	0.002	-0.044
Si	0.058	0.037	0.056
Si	0.081	0	-0.081
Si	-0.101	-0.075	0.048
Si	0.034	0.109	0.006
Si	0.042	-0.16	-0.016
Si	0.045	0.038	-0.064
Si	0.072	0.007	-0.069
Si	-0.03	-0.098	-0.049
Si	0.029	-0.05	-0.029
Si	0.076	0.054	-0.044
Si	0.141	0.066	-0.003
Si	0.038	0.03	-0.084
Si	-0.021	-0.125	0.092
Si	-0.031	-0.006	-0.018
Si	-0.066	-0.022	-0.063
Si	0.023	0.082	0.044
Si	0.051	0.081	0.094
Si	0.082	-0.007	-0.109
Si	-0.1	0.038	-0.103
Si	0.039	-0.06	0.079
Si	-0.008	0.068	-0.161
Si	0.021	0.135	-0.073
Si	0.035	-0.048	0.187
Si	-0.028	-0.099	-0.171
Si	-0.008	0.052	-0.036
Si	-0.028	-0.031	-0.022
Si	-0.085	0.034	-0.02
Si	-0.171	0.017	-0.085
Si	0.002	0.01	0.013
Si	0.019	0.008	0.016
Si	-0.002	-0.009	0.004
Si	0.007	0.016	-0.003
Si	-0.003	-0.004	0.002
Si	0.017	0.002	0
Si	0.023	0.001	0.005
Si	0.003	-0.001	0.015
Si	-0.017	-0.004	0.014
Si	-0.005	0.001	0.016
Si	0.002	0.002	0.01
Si	0.007	0.009	0.018
Si	0.012	-0.003	0.001
Si	-0.008	-0.007	0.011
Si	-0.009	-0.017	0.018
Si	-0.011	-0.001	0.008
Si	0.003	-0.001	0.008
Si	-0.008	0.012	0.006
Si	0.006	0.005	0.006
Si	0.015	0.002	0.009
Si	-0.005	-0.007	0.009
Si	-0.002	-0.004	0.005
Si	0.001	0.003	-0.001
Si	0.013	-0.001	-0.001
Si	-0.012	-0.001	0.024
Si	0.003	0.01	0.022
Si	0.003	-0.006	0.008
Si	0.003	-0.017	0
Si	0.006	-0.004	0.009
Si	-0.013	0.001	0.009
Si	-0.007	0.012	0.009
Si	-0.015	-0.022	0.005
Si	-0.001	-0.007	0.004
Si	0.002	0.012	0.006
Si	-0.009	0	-0.003
Si	-0.02	0.005	0
Si	-0.003	0.006	-0.003
Si	0.003	-0.01	-0.011
Si	-0.004	-0.01	-0.01
Si	0.014	0.01	-0.01
Si	0.009	0.009	-0.014
Si	0.015	0.008	-0.01
Si	0.014	0.017	0.002
Si	-0.007	0.001	0.003
Si	-0.002	-0.005	-0.004
Si	-0.005	0.002	-0.01
Si	0.003	0.005	-0.006
Si	-0.001	0.004	0.005
Si	-0.003	-0.021	-0.008
Si	0.003	-0.006	-0.005
Si	-0.002	-0.001	-0.01
Si	-0.013	-0.002	-0.016
Si	0.014	0.008	-0.011
Si	-0.009	0.002	-0.009
Si	-0.003	-0.001	-0.007
Si	0.001	-0.016	-0.014
Si	-0.006	-0.007	-0.017
Si	0.002	-0.008	-0.016
Si	-0.006	0.012	-0.016
Si	-0.011	-0.002	-0.02
Si	0.009	-0.012	-0.011
Si	-0.013	0.006	-0.002
Si	0.005	-0.007	-0.013
Si	0.008	-0.003	-0.008
Si	0.002	-0.009	-0.009
Si	0.001	0.003	-0.005
Si	-0.003	0.012	-0.013
Si	-0.002	0.006	-0.014
Si	0.007	-0.01	-0.002
Si	0.004	0.007	-0.021
Si	-0.009	-0.005	-0.017
Si	-0.018	0.006	-0.016
O	0.503	-0.325	-0.006
O	0.057	0.022	0.44
O	-0.664	-0.038	-0.244
O	-0.159	0.048	0.221
O	0.049	0.025	0.063
O	0.03	-0.113	0.069
O	-0.318	-0.31	0.27
O	-0.399	-0.25	0.337
O	-0.223	0.017	-0.057
O	0.057	0.005	0.201
O	0.39	0.021	-0.498
O	-0.044	-0.156	0.441
O	-0.113	0.062	0.048
O	0.436	0.134	0.216
O	0.131	-0.004	0.377
O	0.075	-0.468	-0.301
O	-0.111	0.242	0.417
O	-0.07	0.183	0.431
O	-0.304	-0.545	-0.167
O	0.264	0.024	0.028
O	-0.14	0.187	-0.529
O	-0.273	-0.366	0.199
O	-0.097	-0.039	-0.201
O	-0.53	-0.014	-0.012
O	-0.575	0.025	-0.165
O	-0.449	-0.397	-0.241
O	0.201	0.082	0.046
O	0.515	-0.169	-0.417
O	0.01	-0.215	-0.284
O	-0.077	-0.094	-0.508
O	0.15	-0.048	-0.365
O	0.222	-0.248	-0.341
O	-0.309	0.147	0.101
O	0.005	0.294	0
O	-0.234	0.391	-0.169
O	0.197	0.438	0.1
O	0.179	0.222	-0.139
O	-0.479	-0.15	0.107
O	0.107	0.299	0.374
O	0.177	-0.365	0.265
O	-0.083	-0.137	0.446
O	-0.284	-0.146	-0.146
O	-0.685	0.167	0.156
O	-0.057	-0.436	-0.207
O	0.566	0.119	-0.071
O	0.054	0.611	-0.123
O	-0.479	0.137	-0.55
O	-0.604	0.126	0.058
O	0.313	0.239	-0.067
O	-0.266	-0.252	-0.109
O	0.019	-0.235	-0.26
O	0.072	0.015	-0.328
O	0.298	0.139	0.52
O	0.086	0.062	-0.408
O	0.131	0.037	0.436
O	-0.321	0.431	-0.178
O	0.135	0.007	0.65
O	0.108	-0.251	0.187
O	0.161	-0.057	-0.4
O	0.062	0.427	0.13
O	-0.029	0.077	-0.406
O	0.262	-0.162	0.371
O	0.24	0.373	-0.062
O	-0.013	0.136	0.382
O	0.012	-0.155	0.311
O	-0.145	0.04	0.192
O	-0.413	0.319	-0.01
O	-0.199	0.052	0.001
O	0.298	0.142	0.333
O	-0.347	-0.316	-0.082
O	-0.051	0.417	-0.234
O	-0.042	-0.432	-0.059
O	-0.136	-0.24	-0.285
O	-0.038	0.232	-0.064
O	-0.18	-0.271	-0.081
O	-0.083	0.173	0.128
O	-0.255	-0.116	0.357
O	0.1	-0.248	-0.303
O	-0.532	0.367	0.229
O	0.283	0.142	0.618
O	-0.024	0.393	0.171
O	-0.405	-0.317	-0.355
O	0.01	-0.37	0.154
O	-0.17	0.326	0.028
O	-0.035	0.513	-0.207
O	0.186	-0.317	-0.329
O	0.112	-0.172	0.531
O	0.241	-0.231	0.208
O	-0.413	0.034	0.128
O	0.45	-0.243	-0.133
O	0.445	-0.331	-0.415
O	-0.206	0.435	0.329
O	0.226	0.255	-0.105
O	0.524	0.354	-0.177
O	-0.34	-0.117	-0.153
O	-0.326	0.066	0.203
O	-0.127	-0.238	0.141
O	0.066	-0.565	-0.226
O	0.219	0.238	-0.241
O	0.495	0.484	0.033
O	0.402	0.436	-0.161
O	-0.265	0.144	-0.179
O	0.107	0.07	-0.226
O	-0.309	-0.205	-0.013
O	0.048	-0.051	-0.347
O	-0.094	0.379	-0.282
O	0.141	0.132	-0.016
O	0.375	0.158	0.017
O	0.02	-0.058	0.552
O	0.367	-0.069	0.51
O	-0.134	0.084	-0.095
O	-0.316	-0.001	-0.439
O	0.01	-0.395	0.096
O	0.238	-0.028	-0.126
O	0.045	0.312	0.028
O	-0.141	-0.631	-0.053
O	0.176	-0.211	-0.022
O	0.061	0.112	0.251
O	-0.509	-0.04	-0.188
O	0.237	0.046	0.422
O	0.101	0.068	0.734
O	-0.202	-0.061	0.013
O	0.145	-0.388	-0.239
O	-0.481	0.249	-0.223
O	-0.096	0.231	-0.164
O	-0.123	-0.203	-0.283
O	0.342	0.256	0.189
O	0.335	-0.013	0.629
O	0.027	0.045	0.369
O	-0.084	0.19	0.164
O	-0.145	-0.234	0.057
O	-0.213	0.017	-0.372
O	-0.154	0.678	-0.073
O	0.187	-0.612	-0.099
O	-0.115	-0.285	-0.298
O	-0.211	0.127	0.253
O	-0.113	0.155	0.37
O	0.235	0.145	0.206
O	-0.232	0.124	0.388
O	0.319	0.326	0.017
O	-0.08	-0.347	0.547
O	-0.296	0.463	0.214
O	0.282	-0.113	-0.101
O	-0.174	-0.561	0.058
O	0.593	-0.059	0.357
O	0.02	-0.604	-0.139
O	-0.348	0.094	0.136
O	0.019	-0.155	-0.559
O	-0.642	-0.14	0.101
O	0.217	0.283	0.207
O	0.264	0.031	-0.171
O	-0.068	0.703	0.047
O	-0.41	-0.079	-0.29
O	-0.161	-0.428	-0.294
O	0.194	-0.181	-0.299
O	-0.042	-0.086	0.064
O	0.168	0.418	0.184
O	-0.214	-0.035	-0.386
O	0.14	-0.336	0.023
O	-0.223	-0.149	0.21
O	-0.121	0.119	0.304
O	-0.216	0.233	-0.476
O	-0.27	-0.046	-0.068
O	-0.079	-0.188	0.233
O	-0.526	0.264	0.274
O	-0.515	0.441	-0.122
O	0.011	-0.094	0.417
O	0.455	0.108	0.18
O	0.088	-0.199	-0.034
O	-0.155	-0.413	0.037
O	0.164	0.066	-0.407
O	0.113	0.47	0.114
O	-0.731	-0.312	0.232
O	0.011	0.472	0.04
O	0.044	-0.335	-0.151
O	-0.615	0.079	-0.19
O	0.225	0.117	-0.149
O	-0.229	-0.043	-0.41
O	-0.42	-0.28	-0.547
O	-0.403	-0.361	0.117
O	-0.628	0.268	-0.153
O	0.364	0.057	0.161
O	0.3	-0.141	0.255
O	0.049	-0.1	-0.065
O	0.29	0.407	0.253
O	-0.305	0.113	-0.143
O	0.458	0.222	0.019
O	0.175	0.116	-0.164
O	0.22	0.536	-0.223
O	0.325	-0.131	-0.446
O	0.114	-0.059	-0.065
O	0.216	0.314	-0.13
O	-0.224	0.014	-0.341
O	0.057	-0.247	-0.256
O	0.095	-0.654	-0.216
O	-0.191	-0.079	0.538
O	0.09	0.244	0.194
O	0.28	-0.494	0.038
O	0.256	0.391	-0.115
O	0.21	0.365	0.163
O	-0.043	-0.504	0.088
O	-0.383	0.579	0.226
O	0.01	-0.15	-0.522
O	0.251	-0.088	0.361
O	-0.399	-0.169	-0.013
O	-0.052	-0.564	0.519
O	0.147	-0.251	0.265
O	-0.066	0.079	-0.549
O	-0.107	-0.377	-0.105
O	0.507	0.095	-0.573
O	-0.034	0.213	-0.542
O	-0.14	0.216	0.068
O	-0.104	0.515	-0.155
O	0.092	-0.541	0.467
O	-0.29	-0.269	0.208
O	0.216	-0.191	-0.127
O	0.361	-0.343	0.156
O	0.038	-0.073	-0.337
O	0.082	-0.357	0.704
O	0.38	0.228	-0.073
O	-0.112	0.258	0.404
O	0.172	-0.239	-0.036
O	0.152	-0.398	0.252
O	-0.337	0.215	0.195
O	-0.104	-0.278	-0.179
O	-0.529	0.129	0.12
O	-0.04	-0.111	-0.618
O	0.279	0.501	-0.147
O	0.437	0.525	0.528
O	-0.021	0.321	0.137
O	0.156	-0.236	0.091
O	0.409	-0.209	0.251
O	-0.369	-0.381	-0.089
O	0.116	0.58	0.166
O	-0.34	-0.201	0.009
O	-0.011	-0.366	0.117
O	0.006	-0.137	-0.514
O	0.207	0.538	-0.361
O	-0.206	0.208	0.007
O	-0.041	0.611	-0.231
O	-0.08	-0.492	0.341
